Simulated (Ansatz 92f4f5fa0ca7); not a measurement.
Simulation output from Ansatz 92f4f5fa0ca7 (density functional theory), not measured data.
Periodic cell of 416 atoms, Si264O152, from a study of silicon, its oxide and their interface. The atomic structure is a simulated model.
Doubt: the cutoff is far below the 930 eV that the study's wrapper takes by default for these files, so forces and energies are approximate.

Settings: functional PBE; potential files Ansatz PAW; basis plane waves; wave-function cutoff 580 eV; density cutoff ratio 5; exchange-correlation grid ratio 1; k mesh 1 x 1 x 1, Gamma-centred; self-consistency stop 5e-08 eV per atom in the density residual; occupations fixed; spin none; net charge 0.

Cell vectors (angstrom)
a 15.4687 0 0
b 0 12.8259 0
c 0 0 36.8856

Atoms: element, x, y, z (angstrom)
Si -0.0064 1.1346 34.2381
Si 3.8755 1.1365 34.2452
Si 7.728 1.1211 34.2838
Si 11.7034 1.1333 34.2699
Si 1.9047 7.6026 34.1731
Si 5.7891 7.5848 34.1853
Si 9.6862 7.577 34.1756
Si 13.5515 7.5858 34.1206
Si 1.9336 5.247 34.6187
Si 5.8008 5.247 34.6187
Si 9.6679 5.247 34.6187
Si 13.5351 5.247 34.6187
Si 0 11.6599 34.6187
Si 3.8672 11.6599 34.6187
Si 7.7343 11.6599 34.6187
Si 11.6015 11.6599 34.6187
Si 0 4.664 35.8554
Si 3.8672 4.664 35.8554
Si 7.7343 4.664 35.8554
Si 11.6015 4.664 35.8554
Si 1.9336 11.0769 35.8554
Si 5.8008 11.0769 35.8554
Si 9.6679 11.0769 35.8554
Si 13.5351 11.0769 35.8554
Si 0 2.332 36.2677
Si 3.8672 2.332 36.2677
Si 7.7343 2.332 36.2677
Si 11.6015 2.332 36.2677
Si 1.9336 8.745 36.2677
Si 5.8008 8.745 36.2677
Si 9.6679 8.745 36.2677
Si 13.5351 8.745 36.2677
Si 1.9336 1.749 0.6188
Si 5.8008 1.749 0.6188
Si 9.6679 1.749 0.6188
Si 13.5351 1.749 0.6188
Si 0 8.162 0.6188
Si 3.8672 8.162 0.6188
Si 7.7343 8.162 0.6188
Si 11.6015 8.162 0.6188
Si 0 5.83 1.031
Si 3.8672 5.83 1.031
Si 7.7343 5.83 1.031
Si 11.6015 5.83 1.031
Si 1.9336 12.2429 1.031
Si 5.8008 12.2429 1.031
Si 9.6679 12.2429 1.031
Si 13.5351 12.2429 1.031
Si 1.9336 5.247 2.2678
Si 5.8008 5.247 2.2678
Si 9.6679 5.247 2.2678
Si 13.5351 5.247 2.2678
Si 0 11.6599 2.2678
Si 3.8672 11.6599 2.2678
Si 7.7343 11.6599 2.2678
Si 11.6015 11.6599 2.2678
Si 1.9336 2.915 2.68
Si 5.8008 2.915 2.68
Si 9.6679 2.915 2.68
Si 13.5351 2.915 2.68
Si 0 9.328 2.68
Si 3.8672 9.328 2.68
Si 7.7343 9.328 2.68
Si 11.6015 9.328 2.68
Si -5.636 3.7562 26.656
Si 11.4422 -1.1881 20.664
Si 3.2146 -0.3015 26.4062
Si 5.8255 -3.9352 29.9191
Si 5.7759 5.5434 28.8833
Si 0.0004 9.6693 22.5202
Si 3.5429 7.5572 27.1326
Si 13.5094 9.0454 29.8257
Si -1.8455 0.7482 25.336
Si 2.5293 5.7889 28.5521
Si 11.0347 1.9429 17.3282
Si 7.6116 1.2927 21.6199
Si 7.5037 8.575 20.0163
Si 7.9312 14.2907 30.1493
Si 0.2084 9.1677 25.698
Si 11.4631 14.4753 30.0617
Si 1.9945 0.7724 30.8226
Si 5.817 0.6245 30.7635
Si 9.7478 0.4306 31.2219
Si 17.4552 9.4248 29.8056
Si 1.9606 11.2361 31.3239
Si 3.7623 8.1341 30.7468
Si 9.6493 10.8805 31.2506
Si 9.5162 8.8556 29.7223
Si -1.9344 0.5943 30.7194
Si 0.0721 3.9379 30.9981
Si 8.4929 -5.1563 27.6932
Si 12.889 3.7012 26.0073
Si -3.8739 3.89 31.1288
Si 5.6284 1.2569 25.5192
Si 13.7046 5.6183 28.2421
Si 13.5063 11.0571 31.2276
Si 3.9573 2.0554 30.0622
Si 5.8073 -1.7885 31.1814
Si 5.9529 -5.1652 27.8378
Si 9.6597 1.304 28.3695
Si 4.0991 3.9353 28.3833
Si 4.02 5.9103 30.3197
Si 11.6239 5.6329 29.5213
Si 11.5609 7.8104 30.5086
Si 0.2757 5.7701 29.4989
Si 3.9127 3.9315 31.5393
Si 7.8462 3.6686 31.2969
Si 7.8493 5.4519 29.855
Si 9.5571 5.5606 28.2507
Si 7.7142 7.6926 30.7606
Si 15.5554 7.9673 30.4611
Si 15.5109 14.4263 29.7653
Si 1.8596 3.9455 32.6221
Si 5.9218 3.866 32.694
Si 9.7517 3.9022 32.6238
Si 13.5911 3.9564 32.4504
Si -0.0121 10.625 32.5456
Si 3.8955 10.6404 32.5597
Si 7.7036 10.5503 32.5651
Si 11.6007 10.5273 32.5662
Si 1.9314 1.6516 33.0298
Si 5.8226 1.5531 32.9922
Si 9.718 1.6446 33.2072
Si 13.5759 1.6415 32.916
Si 0.025 8.2719 32.8659
Si 3.8449 8.3366 33.0558
Si 7.7346 8.2281 33.0204
Si 11.593 8.1884 32.8866
Si 0 2.332 3.9167
Si 3.8672 2.332 3.9167
Si 7.7343 2.332 3.9167
Si 11.6015 2.332 3.9167
Si 1.9336 8.745 3.9167
Si 5.8008 8.745 3.9167
Si 9.6679 8.745 3.9167
Si 13.5351 8.745 3.9167
Si 1.9258 6.4444 4.3354
Si 5.8325 6.4306 4.298
Si 9.6916 6.4376 4.3058
Si 13.5593 6.4385 4.3254
Si 0.0252 12.8245 4.3121
Si 3.8929 12.8183 4.3323
Si 7.7691 12.8113 4.3486
Si 11.5809 12.8142 4.3436
Si 0.0007 5.9971 5.6633
Si 3.897 5.9663 5.5426
Si 7.7687 5.8262 5.5075
Si 11.6184 5.9295 5.5613
Si 1.9555 12.2272 5.5583
Si 5.8331 12.2055 5.5672
Si 9.6746 12.2102 5.6672
Si 13.5538 12.2377 5.5182
Si -0.0312 3.6407 5.9017
Si 3.8744 3.6381 5.833
Si 7.8046 3.5149 5.9202
Si 11.5301 3.6022 5.8766
Si 1.9773 9.9267 6.1067
Si 5.8153 9.8708 6.0551
Si 9.7111 9.8667 6.0939
Si 13.5937 9.9042 6.0164
Si 1.9457 3.0063 6.9838
Si 5.7998 2.9792 6.9542
Si 9.7101 2.8728 7.1625
Si 15.4942 -3.3023 7.4365
Si -5.7664 6.1802 8.7092
Si 3.9367 7.0422 7.6742
Si 7.7377 9.1965 7.3035
Si 11.7038 9.3564 7.3506
Si -1.9329 6.4326 9.0759
Si 11.4608 4.1075 10.6831
Si 4.5232 10.5078 15.2145
Si 11.6772 6.9851 7.6955
Si -0.0437 13.4249 8.7785
Si 1.9715 16.7811 9.1026
Si 12.3839 10.8188 9.1834
Si 13.4528 15.9373 7.0605
Si 3.9291 9.4696 7.4551
Si 4.5817 11.4739 12.1699
Si 8.749 7.8406 11.768
Si 15.4934 7.1424 7.8714
Si -1.9184 13.6369 7.3924
Si 4.3449 11.098 9.3707
Si 9.5802 16.7148 9.2794
Si 13.4474 16.9167 9.2043
Si -4.25 -1.8502 12.1317
Si 10.4606 6.507 10.8591
Si 7.7129 6.8614 7.6326
Si 9.7105 0.5773 7.7414
Si 1.9267 13.548 7.4891
Si 3.9685 6.3632 13.2332
Si 11.8279 13.0399 8.8243
Si 11.8961 5.877 14.4564
Si -0.1922 4.5003 12.3043
Si 3.8913 2.8483 10.0836
Si 6.0526 7.1814 10.9317
Si 7.7187 -0.2029 14.6015
Si 7.6408 13.4419 8.9784
Si 6.5794 11.6359 10.0156
Si 5.7817 13.5484 7.5068
Si 12.7362 13.4647 11.8196
Si 1.6225 -3.1942 15.4104
Si 7.6435 2.7316 10.0915
Si 1.3612 6.6607 16.5896
Si 15.4283 2.9106 9.8394
Si -1.3849 5.6739 16.6925
Si 5.7963 3.8194 9.1121
Si 6.8919 2.1949 13.2069
Si 13.1695 9.7578 14.1883
O 17.3924 0.2435 27.2538
O -14.1492 -7.6994 26.0449
O 10.566 5.5377 17.8229
O 4.5774 13.4271 26.6007
O -18.9867 17.1231 14.0237
O 10.3622 0.0023 20.8681
O 7.7188 21.7245 24.855
O 2.7817 1.9335 23.0399
O 11.469 10.5789 10.5768
O 14.0492 13.331 21.1062
O 5.3082 29.1289 18.8598
O 10.2314 14.4959 18.7184
O 2.9157 15.1108 18.6625
O 19.9309 20.506 17.2824
O 7.5183 6.7638 11.5769
O -5.1831 8.2282 24.9574
O 15.7795 9.5349 24.1187
O 1.7302 4.2402 21.9958
O 0.0773 4.1689 13.8521
O 7.128 -0.0886 20.8973
O -5.4128 2.3361 16.0762
O 16.2395 18.4928 11.7186
O 1.2403 28.2337 15.6609
O 12.1856 13.8173 10.303
O 6.6254 -0.8054 18.3455
O -4.0527 16.1752 26.6075
O -1.1615 9.5084 26.5017
O 0.3795 7.5619 25.8661
O 6.293 9.7181 22.8388
O 3.5866 5.583 23.2065
O 2.6588 2.3013 12.8817
O 8.7427 8.9728 10.5446
O -11.874 11.0577 27.0493
O 8.4686 -6.4407 24.5065
O 11.3238 10.747 17.121
O 2.8371 -0.2313 24.7815
O -4.8009 5.4072 23.3746
O 10.5572 10.2933 20.5188
O 18.5005 -2.5258 15.8193
O -3.0126 -1.2914 21.9612
Si 9.9641 6.638 16.7771
Si -6.7003 7.7613 25.368
Si 24.6457 17.8609 23.8994
Si 9.417 14.8404 14.6101
Si 5.2558 -5.1994 15.8552
Si 2.6058 8.3118 21.119
Si 10.7251 -0.434 26.0618
Si -0.5126 1.757 20.6221
Si 5.9816 25.5482 17.0353
Si 5.831 17.7984 19.2432
Si 3.8337 26.2201 8.8499
Si -5.4867 9.1406 21.5063
Si 11.8664 17.5434 18.3327
Si 19.0761 19.9401 18.5482
Si 15.5067 -1.0887 11.6039
Si 2.1445 18.547 22.5199
Si 1.877 1.0107 18.7418
Si 1.5502 16.3904 25.6552
Si -7.279 12.9613 24.4907
Si 4.5453 3.9285 26.1099
Si 2.4581 0.6674 12.9597
Si 5.7919 18.97 8.8667
Si 5.0457 5.7535 23.8549
Si 5.5041 21.2108 22.3004
Si -3.181 5.332 23.4462
Si 7.4271 22.3555 9.6787
Si 4.5414 14.8907 18.7866
Si 16.7566 13.7772 15.7372
Si 13.3507 8.6228 27.5077
Si 6.8806 16.9164 22.0515
Si 19.4543 16.0296 12.4713
Si 12.5267 3.5416 20.9344
Si -4.1139 9.351 25.4432
Si 16.9479 19.3759 25.2628
Si 12.3006 11.9392 17.6665
Si 7.6386 6.7463 17.42
Si -0.7451 11.6136 15.9208
Si 10.2565 14.3581 20.3399
Si 0.5951 16.8715 15.3721
Si 6.5145 -1.239 19.9043
Si 18.135 9.7406 27.4737
Si 8.9469 10.0369 13.8383
Si 11.0505 9.4249 16.212
Si 1.5728 7.0823 11.6985
Si 13.8807 12.2778 22.3326
Si -2.7642 21.1814 22.9153
Si 3.9089 12.6185 20.5795
Si 16.9304 15.6702 22.8032
Si 3.5372 0.5719 23.5142
Si 11.6909 16.0112 12.8575
Si 2.0397 19.151 8.8547
Si -2.7502 19.1244 11.5836
Si 0.2379 9.5794 12.7486
Si 14.8885 11.1342 9.3191
Si -7.7507 -15.7015 23.6175
Si 0.5478 1.1476 27.3529
O -0.1854 13.0964 15.5331
O 16.2773 16.0063 24.2562
O 7.2587 13.0815 16.1017
O 21.2106 2.8591 25.8002
O 13.7196 11.2105 14.6999
O 6.7742 26.2388 13.5217
O 25.6119 -0.0911 27.5774
O 7.7179 23.8313 14.348
O 1.6154 -20.3449 15.6755
O 10.6875 -2.0034 25.6349
O 5.9174 17.3695 23.2592
O 1.3031 -3.6056 21.5942
O 3.7895 10.6772 10.9451
O 12.1145 -2.89 12.9908
O 16.4067 15.4781 26.8298
O 3.123 8.3422 19.5525
O -3.2206 11.9218 19.2846
O 7.9467 2.7459 14.3683
O 9.7165 13.1395 25.0243
O 15.9061 2.0075 21.9023
O -1.345 12.619 11.8348
O 15.1438 24.071 22.2454
O -1.6737 4.2892 27.2274
O 3.9094 8.6901 22.0467
O 12.8353 -8.5685 22.3524
O -11.8776 -0.3513 22.1734
O 8.5183 34.225 13.2326
O 11.6032 12.5085 12.4903
O 8.9718 8.1809 20.6513
O 19.2238 4.7654 12.9445
O 20.8421 28.4348 13.2668
O 11.7976 17.4312 19.9471
O -3.4891 3.2515 17.6017
O -2.331 6.1495 15.4656
O 4.9756 18.2204 25.4668
O 1.6939 20.8899 15.8419
O 13.9479 -9.8227 20.3137
O 16.6354 6.3357 23.6731
O 4.5172 10.7461 13.6097
O -0.607 0.4541 26.3841
O 4.9142 11.3687 20.2379
O -3.2136 12.9296 25.9487
O 27.3437 13.3943 17.0265
O 22.2312 7.0475 16.072
O 2.2402 6.4644 17.9424
O 5.423 9.1678 15.3881
O 4.505 19.5135 14.7437
O 2.5499 19.9484 13.0017
O 1.7645 0.4568 17.2155
O 9.2398 0.3827 14.4832
O 1.2778 25.593 12.0717
O 27.5702 19.6084 13.0954
O 12.7734 -7.9482 24.9137
O 3.8816 25.7579 12.403
O 17.6194 6.7431 21.2722
O 16.087 21.2316 11.6746
O 7.5325 2.5489 11.7512
O 11.4742 27.9627 21.0926
O -0.2202 19.5954 16.9725
O 14.0844 8.8481 22.169
O -3.6094 8.9511 26.9355
O -8.5099 5.4253 18.1461
O -3.0301 9.0052 15.4376
O -9.3648 8.7425 10.3653
O 7.3452 -2.6243 20.0462
O -5.7904 23.6415 12.6094
O 25.3648 22.6165 15.1312
O 7.4604 8.0007 18.4939
O -22.1414 14.8644 20.7911
O 13.7516 5.0519 12.0281
O -2.9579 9.2694 24.2762
O 22.031 4.9361 20.699
O 5.627 7.2191 23.4521
O -9.3421 11.6897 11.6432
O 4.5361 18.8149 19.2948
O 13.5683 32.6516 27.3197
O 16.9486 9.7836 13.7944
O -1.9909 28.0201 25.2915
O 11.3222 21.2121 22.0423
O 14.4478 8.9377 13.6111
O -1.6092 12.9684 23.8263
O 4.7144 13.9933 20.1564
O -7.0793 17.2354 22.617
O 2.9534 7.2348 25.5561
O 2.2563 13.1826 14.5661
O 28.4293 -6.0413 23.2204
O 14.7809 17.0515 16.3714
O 10.4747 19.0542 15.2324
O 5.0509 13.7688 24.0098
O -4.9039 -4.6765 17.1028
O 2.426 19.9177 10.311
O -2.2476 18.3854 18.0471
O 18.6293 3.3358 25.4254
O 0.4131 23.2964 16.1327
O 17.9859 12.6485 19.6988
O -10.4827 6.9727 12.1143
O -6.3337 2.4011 27.2634
O 6.5454 2.5161 21.772
O 13.8608 11.6653 17.295
O 1.356 9.9807 26.5026
O 28.3171 27.6752 12.6956
O 0.4073 1.454 19.3053
O -6.3967 -3.0588 22.7152
O -8.3282 0.6796 25.6245
O 5.1151 1.2049 17.5024
O 20.5542 11.7374 16.1094
O 8.1323 26.608 23.111
O -5.146 2.4461 13.3384
O 15.4923 15.9126 11.5096
O 6.2729 -4.8802 20.9133
O 7.7447 -1.3948 24.2335
O 9.2431 3.9725 25.1463

Results
free energy: -254267.557 eV
free energy less fixed offsets of O -568.88, Si -635.61 eV per atom: 3.243 eV

Forces (eV/angstrom), in the order of the atoms: element, x, y, z
Si -0.0009 -0.1361 -0.148
Si -0.0083 -0.1504 0.0375
Si 0.0176 -0.0539 -0.0317
Si -0.0902 -0.0241 -0.032
Si 0.0507 0.0611 -0.0663
Si 0.0037 0.0735 -0.0784
Si -0.0066 0.1571 -0.0185
Si -0.0204 0.0549 -0.1198
Si -0.2878 0.1325 -0.2877
Si 0.2271 -0.1102 -0.0494
Si 0.0426 -0.1304 -0.3141
Si 0.2135 -0.139 -0.8867
Si -0.1538 0.0325 0.463
Si 0.0954 0.366 0.5404
Si 0.0645 -0.198 0.4368
Si 0.0799 -0.1213 0.3169
Si 0.0369 0.0246 -0.0187
Si 0.016 -0.1048 -0.0622
Si -0.0346 0.0607 0.0373
Si -0.0262 -0.0292 -0.103
Si 0.0324 -0.1277 -0.1211
Si -0.0178 -0.0621 -0.0751
Si -0.0263 -0.0691 -0.0929
Si 0.0023 -0.1932 -0.0654
Si -0.0347 0.0381 0.0777
Si 0.0519 0.118 0.0711
Si -0.1779 0.0633 0.3256
Si 0.286 0.0014 0.2807
Si -0.1479 -0.0434 -0.0667
Si -0.0419 -0.0755 -0.0233
Si 0.1358 -0.0665 -0.1025
Si 0.0293 -0.0589 -0.3297
Si -0.0194 0.0184 -0.0531
Si 0.0495 0.1211 0.0355
Si -0.0245 0.0498 -0.0634
Si -0.0527 0.1392 0.0744
Si 0.0658 -0.059 -0.054
Si 0.0098 -0.0524 -0.041
Si -0.0014 -0.0895 -0.0444
Si -0.0114 -0.0868 -0.0666
Si -0.055 0.0149 0.0455
Si -0.003 0.1169 0.0332
Si 0.0499 0.0114 0.0221
Si 0.0231 0.066 0.0662
Si -0.0174 -0.0266 -0.0279
Si 0.0076 0.002 0.0253
Si -0.0054 -0.0278 -0.017
Si -0.0116 0.0321 0.024
Si -0.0445 -0.0068 0.1068
Si 0.0113 -0.0964 -0.1576
Si 0.0579 -0.0868 -0.0764
Si 0.1198 -0.0144 0.071
Si 0.0467 0.0083 -0.1913
Si 0.0498 0.0479 -0.0574
Si 0.0989 -0.0138 0.056
Si -0.1004 0.0313 0.0108
Si 0.0266 -0.0719 -0.0448
Si -0.0708 -0.1266 -0.0465
Si 0.026 -0.1252 -0.1025
Si 0.0533 -0.1382 -0.05
Si -0.0724 0.1136 0.1247
Si -0.0296 0.0973 0.1103
Si -0.014 0.2107 0.1167
Si 0.0218 0.1453 0.109
Si -0.3317 0.1433 0.2799
Si 0.073 0.0063 0.0335
Si -0.0053 0.0048 -0.2372
Si -0.1404 -0.0557 -0.0491
Si 0.2286 0.1668 0.0591
Si -0.0399 -0.0185 -0.1247
Si 0.1922 0.0163 -0.5798
Si -0.0457 0.1325 0.0018
Si -0.0933 -0.1226 0.0311
Si 0.0706 -0.3483 0.1066
Si -0.0517 -0.1009 -0.018
Si 0.0045 -0.0223 0.139
Si 0.0088 0.0065 -0.01
Si 0.4139 -0.0122 -0.0472
Si 0.0376 0.1355 0.0108
Si -0.4141 -0.0471 -0.0067
Si -0.1035 0.1401 -0.0748
Si 0.1202 0.2558 0.0163
Si 0.0094 0.2529 0.0483
Si -0.1416 -0.2588 -0.0595
Si 0.0422 -0.1036 0.1251
Si 0.1806 -0.0009 0.514
Si -0.0947 -0.1466 -0.0555
Si -0.1157 0.0348 0.0116
Si -0.0389 0.29 -0.0355
Si 0.041 -0.1185 0.0285
Si 0.2684 -0.001 -0.2161
Si -0.2824 0.0551 0.0247
Si 0.0366 -0.0473 -0.0383
Si 0.0425 0.2697 -0.1492
Si -0.0112 0.0078 -0.2123
Si 0.0365 -0.2609 -0.1307
Si -0.0657 0.1301 -0.231
Si -0.0616 -0.2178 -0.0378
Si -0.1316 -0.1253 0.2579
Si 0.1474 0.1243 0.349
Si -0.0573 -0.2449 -0.7917
Si -0.1717 0.2991 0.2402
Si 0.0235 -0.0041 -0.0581
Si -0.0278 -0.1442 0.0633
Si 0.1272 0.0245 -0.131
Si -0.0375 0.3521 0.0141
Si -0.1309 0.1743 -0.0497
Si 0.013 -0.2196 0.1589
Si 0.1285 0.0862 -0.1391
Si 0.1068 -0.1793 0.0921
Si 0.1095 0.0671 0.1013
Si -0.0088 -0.0176 0.0439
Si -0.0021 -0.2088 -0.0137
Si 0.0214 -0.2135 -0.0161
Si -0.0036 -0.0819 -0.0057
Si -0.0605 0.0345 -0.0053
Si 0.0735 0.1541 -0.0914
Si -0.0287 0.1309 0.1916
Si 0.0872 0.0682 -0.1349
Si -0.0297 -0.0943 -0.1607
Si 0.0035 -0.0182 0.1103
Si -0.0143 0.0416 0.1874
Si 0.1868 -0.3009 0.1415
Si 0.0064 -0.0485 0.0038
Si 0.0478 -0.1089 -0.103
Si -0.0405 0.2621 0.0683
Si -0.1089 -0.1224 0.1026
Si 0.1072 -0.1023 -0.0122
Si -0.1106 0.3335 -0.1083
Si 0.0825 0.0642 -0.5206
Si 0.1904 -0.2302 -0.2644
Si -0.1435 0.0017 -0.2787
Si 0.0655 0.3237 0.516
Si 0.0464 0.1747 0.2134
Si 0.0522 0.2209 0.3842
Si 0.1368 0.2158 0.1032
Si -0.031 0.0802 0.0545
Si -0.048 0.0337 0.0182
Si 0.0253 0.1517 0.0771
Si -0.002 -0.016 0.0433
Si -0.0102 -0.0513 0.1675
Si 0.0108 -0.0274 0.1528
Si -0.0246 0.0728 0.0939
Si 0.0237 -0.0235 0.1468
Si 0.0629 0.0446 0.0253
Si -0.0517 0.0522 -0.0709
Si 0.029 -0.0592 0.2145
Si 0.1024 -0.0098 -0.0493
Si 0.0417 -0.0068 -0.0758
Si -0.0175 -0.078 0.039
Si 0.0712 -0.1041 -0.0062
Si -0.081 -0.1104 -0.0754
Si 0.0556 0.1358 0.1234
Si -0.0766 0.0277 0.1721
Si -0.044 0.0425 -0.0224
Si 0.1384 0.0366 0.0437
Si -0.0203 -0.1159 -0.0795
Si 0.0581 0.0893 -0.0483
Si -0.0253 0.0039 0.0231
Si 0.0242 0.0056 -0.0377
Si -0.0239 0.0445 -0.0501
Si 0.0641 -0.1326 0.0869
Si -0.1014 -0.2561 0.125
Si 0.0579 0.2186 0.1275
Si -0.2068 0.0225 -0.1127
Si 0.0415 -0.1074 -0.0123
Si -0.0742 -0.0193 0.1437
Si 0.0605 0.0686 0.0743
Si 0.6177 0.0393 0.2271
Si -0.6341 -0.4028 -0.1139
Si -0.0203 0.0681 0.1658
Si -0.0167 -0.0569 -0.0996
Si -0.0886 0.3307 -0.2929
Si 0.0862 -0.3987 0.0015
Si -0.2614 -0.0297 0.093
Si -0.2009 -0.1485 0.0087
Si -0.0164 0.179 -0.0146
Si 0.2249 0.029 -0.1945
Si 0.2732 -0.4187 0.1351
Si -0.2446 -0.2331 -0.1292
Si 0.1086 0.395 -0.127
Si -0.3876 0.0284 0.0677
Si 0.0495 -0.1361 -0.1599
Si -0.0489 -0.0043 -0.2497
Si -0.0363 -0.0574 -0.0046
Si 0.7898 0.1071 0.3684
Si 0.0697 -0.0514 -0.1414
Si -0.1092 0.0274 -0.0034
Si -0.0961 0.1992 0.1536
Si 0.4014 -0.1791 -0.0847
Si 0.0672 0.1788 -0.0954
Si -0.0103 -0.1183 0.1437
Si -0.1408 -0.381 -0.2631
Si -0.0507 -0.0155 -0.1282
Si 0.0443 -0.2315 -0.6985
Si 0.0967 0.0672 0.0221
Si 0.1375 0.0329 -0.2527
Si 0.2652 -0.4496 0.5256
Si 0.0237 0.1486 -0.2384
Si -0.2285 0.0265 -0.0476
Si -0.0488 0.0377 0.1276
Si -0.0085 0.195 0.4013
Si -0.0924 0.0012 0.1053
Si -0.0643 -0.1432 0.2811
Si 0.1275 -0.0612 0.0931
Si -0.2445 -0.112 -0.0864
Si -0.0154 -0.0568 0.0159
Si -0.1191 0.0079 0.2609
O -0.0462 0.041 0.0305
O -0.2865 0.1232 -0.1216
O -0.1162 -0.0093 0.0291
O -0.0699 -0.1494 0.1018
O 0.0917 0.0557 0.2447
O 0.0009 -0.0028 -0.0122
O -0.0649 0.0202 -0.0727
O -0.0179 0.0186 -0.0269
O 0.0722 -0.2085 0.0743
O -0.0262 0.003 -0.0673
O -0.0003 0.0327 -0.0195
O -0.0277 0.0409 -0.0201
O 0.0419 0.0358 0.0472
O 0.0116 -0.029 -0.0093
O -0.3786 0.3231 0.0081
O 0.004 0.023 0.0466
O -0.0025 0.006 0.0967
O 0.007 0.0112 0.0681
O -0.0843 0.1147 -0.1944
O -0.0058 -0.0167 -0.0099
O 0.0594 0.0377 0.1083
O -0.0698 0.1167 0.0589
O 0.0242 0.0159 -0.0627
O 0.0386 0.0528 -0.1387
O 0.0369 -0.0445 0.0754
O 0.1641 0.0904 -0.0432
O 0.0458 0.0382 -0.106
O -0.0566 -0.2256 0.0204
O -0.0363 -0.017 -0.0463
O -0.024 0.021 -0.0852
O -0.1621 -0.047 0.166
O -0.1496 -0.2429 0.1168
O -0.0178 -0.1388 0.0201
O -0.0418 0.0314 -0.0169
O -0.0114 0.0299 0.0039
O 0.0138 -0.024 0.1191
O 0.0033 -0.0342 -0.0643
O -0.0189 0.0046 -0.024
O 0.0072 -0.0356 -0.0124
O -0.0259 0.0275 -0.0154
Si -0.0419 0.0329 -0.2085
Si 0.0448 0.0357 0.1562
Si 0.0517 0.1038 0.2002
Si -0.0631 -0.1907 -0.12
Si -0.0618 0.1407 0.1162
Si -0.1123 -0.0927 -0.0058
Si -0.2342 0.2692 0.1263
Si 0.0777 0.0261 0.0104
Si 0.0916 -0.0112 -0.0455
Si -0.0277 0.0547 0.0269
Si -0.0326 0.1172 0.095
Si 0.0584 0.0424 0.1051
Si 0.1699 -0.0218 0.0551
Si -0.102 0.0993 -0.0768
Si -0.2125 -0.4579 0.0641
Si 0.0811 -0.0362 -0.1502
Si -0.0872 -0.1111 -0.0364
Si 0.4737 -0.1051 -0.1682
Si 0.0045 0.0015 0.1276
Si -0.1259 -0.3997 0.7964
Si 0.303 -0.0459 0.1975
Si -0.0026 0.0445 -0.0114
Si -0.0835 -0.1028 0.2269
Si -0.0865 0.0723 0.0537
Si -0.1 0.0998 -0.1134
Si 0.2369 0.5184 -0.095
Si -0.0123 -0.1508 -0.0964
Si -0.2078 0.1139 0.1724
Si 0.0534 0.0006 0.22
Si 0.0545 -0.0658 0.0708
Si 0.1733 0.0257 -0.381
Si 0.0364 -0.0077 0.097
Si -0.016 -0.103 -0.1129
Si 0.2317 0.146 -0.0865
Si -0.0256 -0.0745 -0.049
Si -0.0112 -0.0413 0.1421
Si 0.0911 -0.0389 0.1358
Si 0.079 -0.0068 0.0194
Si 0.0349 -0.0639 0.3814
Si -0.1045 0.1356 -0.1154
Si -0.3275 -0.0284 0.3192
Si 0.0459 0.0454 0.1495
Si 0.0263 0.1338 -0.1007
Si 0.2556 0.02 -0.0786
Si 0.0482 -0.0799 0.008
Si -0.0469 -0.0616 -0.0389
Si -0.0732 0.0266 0.0796
Si 0.1088 0.008 -0.1334
Si 0.084 -0.0056 0.0371
Si -0.4662 0.0427 -0.5089
Si 0.1647 0.2938 0.0146
Si -0.5675 0.847 -1.0361
Si 0.1303 0.6523 0.1556
Si 0.1744 -0.2816 -0.0452
Si 0.0766 0.0094 0.123
Si -0.1121 0.257 0.4285
O 0.0019 -0.0262 -0.0682
O -0.1207 0.0625 0.0648
O -0.0408 0.0152 0.0174
O 0.2053 -0.3216 -0.3152
O -0.0493 0.0395 -0.1895
O 0.0249 -0.041 -0.0389
O -0.0478 -0.1509 -0.0721
O 0.0312 -0.0503 -0.0995
O -0.0262 0.0117 -0.1204
O 0.0059 -0.0428 0.0042
O 0.0446 -0.0238 -0.1069
O 0.0301 0.0138 0.0166
O 0.1384 0.0789 -0.2276
O 0.0842 -0.0356 -0.0339
O -0.0506 -0.0169 0.0883
O 0.0737 0.0336 0.0153
O 0.0345 0.0504 0.0489
O -0.0777 0.0544 -0.028
O 0.0341 -0.0581 -0.1137
O 0.0076 0.0236 0.0639
O 0.2337 0.117 0.1324
O -0.014 0.0365 -0.0039
O 0.1115 0.0918 0.2271
O 0.0783 -0.0069 0.0229
O 0.0328 -0.0518 0.0153
O 0.0037 -0.0196 -0.04
O -0.0471 0.0606 -0.0495
O 0.0854 0.1015 0.0258
O -0.0603 -0.0528 -0.0551
O -0.1222 -0.0286 0.0861
O -0.1194 0.1074 0.0148
O -0.0569 0.0086 -0.0542
O 0.004 0.0454 -0.0411
O 0.0207 0.0159 -0.0763
O 0.0661 0.0465 -0.2309
O -0.0103 -0.0565 -0.0535
O -0.0328 -0.0028 -0.0378
O -0.082 0.0214 0.1984
O 0.0158 -0.0694 -0.0552
O 0.1325 -0.0715 -0.0186
O -0.0269 0.0127 -0.0115
O 0.0695 -0.0112 -0.0097
O -0.0279 0.0598 0.0064
O 0.065 -0.0181 -0.0063
O 0.0776 -0.0551 0.0245
O 0 -0.0928 -0.0275
O -0.1135 -0.0522 -0.1449
O -0.2018 0.0871 0.0045
O 0.046 -0.0242 -0.0093
O 0.0212 0.1159 0.0284
O -0.3289 -0.0927 -0.1525
O 0.3909 -0.1843 0.3177
O 0.0706 -0.0075 0.0005
O -0.1872 0.0356 0.0412
O 0.0046 -0.0119 0.0598
O -0.0589 -0.1562 -0.031
O 0.0326 -0.025 -0.3295
O -0.0338 -0.0053 -0.0113
O -0.0634 -0.03 -0.0646
O 0.0121 -0.0214 -0.0332
O -0.1493 -0.0237 0.1029
O 0.0368 0.0241 -0.0343
O -0.008 -0.0151 -0.0355
O 0.2045 -0.1763 0.1913
O 0.0132 -0.0234 -0.0158
O 0.022 -0.0054 -0.1549
O -0.0534 0.0022 -0.0453
O 0.0252 -0.0519 -0.004
O 0.0025 0.0425 -0.0566
O 0.118 0.2427 0.4816
O 0.005 0.0946 0.0061
O -0.0108 0.0522 -0.0676
O -0.0048 0.033 -0.0235
O -0.1914 0.064 -0.006
O 0.0799 -0.0843 0.0174
O 0.0076 -0.0008 0.1389
O 0.0207 -0.0866 -0.0112
O 0.0446 0.1124 -0.0227
O -0.0425 0.0187 -0.052
O -0.0175 -0.1806 -0.0812
O 0.005 0.0436 0.0864
O 0.0315 0.0874 0.0333
O -0.0153 0.0156 -0.0263
O -0.0162 -0.1221 0.1124
O -0.0049 -0.0115 -0.2566
O 0.026 -0.0756 0.037
O -0.027 0.0223 -0.1304
O 0.0551 0.0375 0.09
O 0.0072 0.0154 0.0326
O -0.036 -0.108 0.0463
O -0.2422 -0.1994 -0.1006
O -0.102 -0.0143 0.0114
O -0.4424 0.01 -0.2917
O -0.0185 -0.0036 -0.0287
O 0.0283 0.0076 0.0043
O -0.2805 0.0116 0.4228
O 0.0653 0.2414 -0.2021
O -0.0013 0.0363 -0.0115
O -0.0006 0.0113 0.0304
O 0.1309 -0.0196 -0.1397
O 0.2489 -0.2496 0.0581
O 0.0104 0.0056 -0.007
O -0.0125 -0.0018 -0.0756
O 0.008 -0.0416 -0.0404
O -0.035 0.0893 0.051
O -0.0564 -0.0439 -0.0337
O 0.024 0.0453 -0.0221
O 0.0748 0.021 0.112
O -0.0033 0.1182 0.189
O 0.0461 -0.0327 -0.0388
O -0.0467 -0.0369 -0.0341
O 0.0336 -0.0265 -0.1839

The program warned: the cutoff lies below the one the program advises for these potential files; the forces do not sum to zero within the program's tolerance; the exchange-correlation potential is rough where the density is thin.
